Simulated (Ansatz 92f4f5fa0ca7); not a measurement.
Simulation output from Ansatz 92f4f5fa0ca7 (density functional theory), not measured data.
Periodic cell of 273 atoms, Si166O106As1, from a study of silicon, its oxide and their interface. The atomic structure is a simulated model.

Settings
functional: PBE
potential files: Ansatz PAW
basis: plane waves
wave-function cutoff: 700 eV
density cutoff ratio: 5
exchange-correlation grid ratio: 1
k mesh: 2 x 2 x 1, shifted by 0.5 0.5 0.5 of a step
self-consistency stop: 5e-08 eV per atom in the density residual
occupations: fixed
spin: none
net charge: +1 e, with a uniform compensating background and no finite-size correction

Cell vectors (angstrom)
a  11.6015  0  0
b  0  13.3963  0
c  0  0  29.8085

Atoms and the computed forces on them: element, x, y, z (angstrom), force x, y, z (eV/angstrom)
Si  11.5522  0.1786  22.8888  -0.0151  -0.0121  -0.0695
Si  3.9204  0.1532  23.0103  0.0416  -0.0142  -0.0566
Si  7.6656  0.1192  23.1283  -0.0224  0.005  -0.0458
Si  2.0722  3.4571  22.87  0.0078  -0.0199  -0.0607
Si  5.9056  3.6921  22.9867  -0.0012  0.0141  -0.0766
Si  9.7603  3.5349  23.0136  -0.0082  -0.0123  -0.0588
Si  11.6634  6.8575  23.0519  -0.013  -0.006  -0.0498
Si  3.9578  7.0403  23.1825  0.0332  0.0169  -0.0662
Si  7.7963  6.8896  23.2355  -0.0044  -0.0179  -0.0487
Si  2.0444  10.2323  23.2453  -0.0125  0.0001  -0.0483
Si  5.8611  10.0907  23.3028  -0.0416  -0.0274  -0.0507
Si  9.8453  10.079  23.2212  0.0214  -0.0168  -0.0485
Si  11.6988  2.3845  23.733  -0.0121  0.015  0.0055
Si  4.0038  2.404  23.7279  0.0104  0.0039  0.007
Si  7.7876  2.4133  23.7559  -0.0307  -0.0104  -0.0032
Si  2.0329  5.7098  23.6877  0.0177  0.0069  0.0529
Si  5.8358  5.8145  23.979  -0.0019  -0.0164  -0.0284
Si  9.7404  5.7256  23.8863  0.0106  0.0028  -0.0036
Si  11.7589  9.0183  24.0152  0.0269  0.0048  0.0045
Si  3.9104  9.1325  24.2004  -0.0343  0.0032  -0.0262
Si  7.8522  9.0803  24.0324  0.0082  0.0313  0.0205
Si  1.9192  12.5048  23.7818  0.0058  -0.0022  0.0213
Si  5.776  12.3708  23.9164  -0.0054  0.0079  -0.0128
Si  9.6809  12.3925  23.7584  0.0043  0.0006  0.0127
Si  11.6455  2.296  26.1452  -0.006  -0.0024  -0.0219
Si  3.9213  2.3088  26.1354  0.0055  0.0114  -0.0275
Si  7.7527  2.3183  26.1639  -0.0102  0.0099  -0.0333
Si  1.9801  5.6295  26.1309  0.0086  0.019  -0.0288
Si  5.8221  5.6779  26.3195  0.0041  0.012  -0.0186
Si  9.7043  5.633  26.2531  -0.0026  0.0064  -0.014
Si  11.671  8.9577  26.3442  0.0101  0.0282  -0.0009
Si  3.8925  9.01  26.4971  -0.0202  0.0128  -0.0046
Si  7.791  8.9927  26.3634  -0.0151  0.0168  -0.0102
Si  1.9354  12.376  26.1818  0.0098  0.0047  -0.0282
Si  5.7958  12.3266  26.2755  -0.0018  0.0107  -0.0143
Si  9.6839  12.3412  26.1579  0.0109  0.0114  -0.0144
Si  1.9783  1.1927  26.9701  -0.0002  0.0058  0.0066
Si  5.8243  1.1817  26.9971  0.0035  -0.0058  0.007
Si  9.6894  1.1783  26.9552  0.004  0.0035  0.0071
Si  11.6509  4.5093  26.9855  0.0103  0.0048  0.0125
Si  3.888  4.5085  26.9973  -0.0156  -0.0041  0.001
Si  7.753  4.5182  27.0399  0.0067  -0.0007  -0.0064
Si  1.968  7.805  27.1103  -0.0026  -0.0094  -0.0011
Si  5.8532  7.8838  27.1593  0.0248  -0.0061  -0.0076
Si  9.7174  7.8431  27.0832  -0.004  -0.0064  0.0033
Si  11.6163  11.2309  26.9902  -0.0033  -0.0128  0.0031
Si  3.849  11.2733  27.0995  -0.0077  -0.0012  -0.0054
Si  7.7633  11.2411  27.0375  0.0193  0.0022  -0.0069
Si  1.9495  1.1245  29.3584  0.0033  0.005  -0.0138
Si  5.7982  1.1272  29.3908  -0.0137  0.0169  -0.0283
Si  9.6473  1.1259  29.3594  -0.0095  0.005  -0.0285
Si  0.0093  4.4521  29.378  0.0003  0.0091  -0.0205
Si  3.8703  4.4466  29.3674  -0.0015  0.0152  -0.0098
Si  7.7164  4.4628  29.412  0.0014  0.0081  -0.0127
Si  1.9414  7.7655  29.4635  -0.0066  0.0202  -0.015
Si  5.8307  7.8272  29.5069  -0.0008  0.0124  -0.0259
Si  9.6824  7.79  29.4302  -0.0078  0.0267  -0.0131
Si  -0.0067  11.1639  29.3559  0.003  0.0167  -0.0067
Si  3.8676  11.197  29.4528  0.0008  0.0017  -0.0132
Si  7.7545  11.1802  29.3933  -0.0008  0.0077  -0.0101
Si  -0.0032  -0.0036  0.3053  -0.0071  0.0083  0.0085
Si  3.8639  0.0118  0.4237  0.0122  -0.0005  0.0014
Si  7.7137  -0.0097  0.3846  0.0072  -0.006  0.0127
Si  1.9451  3.3318  0.3553  0.008  -0.0061  0.0145
Si  5.7805  3.3349  0.4197  0.0017  -0.0151  0.0272
Si  9.6512  3.3488  0.3631  -0.0017  -0.0011  0.0169
Si  -0.0074  6.6643  0.4133  -0.004  -0.0128  0.0113
Si  3.8912  6.6563  0.3912  0.0034  -0.0054  0.0097
Si  7.7568  6.6781  0.4371  0.0039  -0.0219  0.0138
Si  1.924  10.0441  0.3455  -0.0075  -0.0191  0.0115
Si  5.8242  10.0888  0.4119  0.0117  -0.0176  0.0123
Si  9.6772  10.0307  0.3619  -0.0036  -0.0264  0.0215
Si  11.4827  -0.0156  2.6662  -0.0203  -0.0287  0.0321
Si  3.8941  -0.0315  2.8146  0.0566  -0.0387  0.0195
Si  7.6527  -0.0887  2.7637  -0.0214  0.0213  -0.03
Si  1.9306  3.2701  2.7128  0.0341  -0.0015  -0.0002
Si  5.7469  3.2656  2.8179  -0.0132  0.0178  -0.021
Si  9.5926  3.3019  2.7378  -0.033  0.0026  -0.0026
Si  11.5689  6.6165  2.7688  -0.0103  0.0177  0.006
Si  3.8666  6.5998  2.7357  0.0068  -0.0099  0.0121
Si  7.7397  6.6266  2.7991  0.004  -0.0043  -0.0087
Si  1.9178  9.9239  2.7028  -0.0227  0.0056  0.0141
Si  5.8332  10.0429  2.7817  0.0129  0.0001  -0.0108
Si  9.6742  9.9675  2.7246  -0.0167  0.0018  -0.0154
Si  11.5567  2.2116  3.433  -0.006  -0.0064  0.0062
Si  3.7979  2.1448  3.6854  -0.0033  0.0046  0.0261
Si  7.679  2.1104  3.5636  0.0146  0.0149  0.0226
Si  1.9062  5.49  3.4803  -0.0032  -0.0077  0.0123
Si  5.8  5.5171  3.5892  0.0113  -0.0135  0.0202
Si  9.6529  5.5041  3.6361  -0.0022  -0.013  0.0279
Si  11.5928  8.856  3.5681  -0.0156  -0.0264  0.0277
Si  3.91  8.8574  3.4275  0.005  -0.0111  0.0031
Si  7.7468  8.8684  3.5612  -0.0111  -0.0144  0.0154
As  1.8432  12.219  3.5353  0.0024  0.0329  -0.0141
Si  5.7611  12.2045  3.7798  0.003  -0.0295  0.0559
Si  9.6011  12.1818  3.5052  0.0421  -0.0339  0.046
Si  11.4678  2.1574  5.752  -0.0128  -0.0113  0.0421
Si  3.7307  2.0316  6.1029  -0.0098  -0.0153  -0.0377
Si  7.6043  1.9641  5.9331  -0.0007  -0.0045  -0.0015
Si  1.8787  5.3935  5.8107  -0.0165  -0.0039  0.0145
Si  5.8063  5.4561  5.9597  0.026  0.0045  -0.0031
Si  9.6228  5.4328  6.0337  0.006  -0.0109  -0.0288
Si  11.6393  8.7787  5.9439  0.0126  -0.0127  -0.0281
Si  3.9162  8.766  5.745  0.0277  -0.0113  0.0399
Si  7.7779  8.8059  5.9312  0.0043  -0.0084  -0.0054
Si  1.7836  12.1506  5.9689  -0.0417  -0.023  0.007
Si  5.7244  12.117  6.283  -0.0158  -0.0385  -0.0824
Si  9.5836  12.1081  5.8616  0.0112  0.0127  0.0389
Si  1.6269  0.9931  6.7371  -0.0945  0.023  0.0413
Si  5.6699  0.986  7.0367  0.0067  0.0553  0.0663
Si  9.6307  0.9329  6.5977  0.0578  0.0026  0.0566
Si  11.5761  4.3108  6.7324  -0.0018  0.0123  0.0622
Si  3.8258  4.325  6.5859  -0.0041  -0.0007  0.0415
Si  7.6951  4.1704  6.6467  -0.0108  -0.0143  0.0619
Si  2.0297  7.6126  6.5203  0.0296  0.0104  0.0622
Si  5.8368  7.726  6.7094  -0.0205  -0.0012  0.043
Si  9.7147  7.6944  6.7477  0.0111  0.0298  0.0634
Si  11.4343  10.9714  6.7882  -0.0535  0.0239  0.0322
Si  3.6704  10.9106  6.6509  -0.0631  0.0443  0.0441
Si  7.7633  10.966  6.8769  0.0671  0.013  0.056
O  9.9007  7.8955  8.4025  -0.0331  -0.0222  -0.0024
O  9.9033  0.8237  8.2421  0.0249  -0.0003  -0.0374
O  1.0278  0.9037  8.3127  -0.0022  -0.0206  0.0109
O  3.0148  10.5882  8.1433  0.0539  -0.038  0.0415
O  5.8133  7.9065  8.3657  0.0075  -0.0016  -0.0205
O  5.6063  1.1899  8.712  0.0157  -0.0195  -0.0182
O  3.7617  4.3345  8.2272  0.0254  -0.0052  -0.0054
O  7.6514  3.7255  8.2663  -0.0055  0.0072  -0.0175
O  0.0607  4.2633  8.3975  -0.0062  -0.016  -0.0113
O  11.1484  10.9527  8.4325  0.031  -0.0033  -0.0225
O  8.1302  10.7709  8.5078  -0.027  -0.0127  -0.0201
O  2.3777  7.4804  8.1182  -0.0346  -0.0072  -0.001
O  11.4273  0.2068  21.2146  -0.0032  0.0147  0.0081
O  9.7603  3.642  21.3535  0.0105  0.0095  -0.0061
O  4.1355  7.5534  21.5996  -0.0002  0.006  0.0174
O  6.0092  4.1822  21.378  -0.0095  -0.0079  0.0132
O  5.7503  9.7491  21.671  -0.0041  -0.0001  -0.005
O  2.145  3.3826  21.1936  0.0092  0.006  -0.0009
O  7.3501  13.4438  21.4932  0.0391  0.0044  -0.0054
O  4.0233  0.1535  21.3522  -0.0126  0.0141  0.005
O  7.7432  6.9705  21.5891  -0.0025  0.0172  0.013
O  2.1397  10.1652  21.5992  -0.0023  0.0125  0.0236
O  11.5399  6.9702  21.395  0.0241  -0.0015  -0.0013
O  10.1595  9.6423  21.6345  -0.04  0.0189  -0.0118
Si  11.5816  6.4558  11.3  -0.0037  0.0038  0.0063
Si  1.5733  10.3683  16.2473  0.0012  0.0005  -0.0019
Si  0.2342  3.6898  9.9209  -0.0012  -0.0042  0.016
Si  8.084  12.8556  20.1686  0.0042  -0.0024  0.0063
Si  2.8264  10.4702  9.755  0.0156  -0.0032  -0.0124
Si  2.5758  10.392  20.0515  0.002  0.0051  -0.0208
Si  10.3505  3.7036  19.8302  0.0009  -0.0032  0
Si  0.2558  12.8031  17.0869  0.0038  0.0013  0.0025
Si  10.8157  0.6995  19.7657  -0.0013  0.0062  -0.0107
Si  3.1644  7.7556  16.233  0  -0.002  0.0018
Si  0.3291  6.4875  19.8897  -0.0014  0.0026  -0.0043
Si  9.3916  2.526  14.2921  0.0014  -0.0002  -0.0009
Si  2.913  2.5443  11.0477  0.0032  -0.0013  0.0028
Si  5.1374  11.9832  15.343  -0.0013  -0.0006  0.0007
Si  4.9412  8.6798  20.7156  0.0052  0.0047  -0.0006
Si  3.6057  -0.3921  11.2835  0.0002  -0.0025  0.0005
Si  5.5933  8.8876  14.8008  0.0004  -0.0019  0.0033
Si  -0.1756  11.3129  10.0156  0.0005  0.0026  0.025
Si  9.4523  10.0161  20.2131  -0.0009  0.0055  0.0053
Si  3.4597  0.0481  19.8207  -0.0026  0.0017  -0.0114
Si  7.4664  4.7043  9.5524  -0.0023  0.0116  0.0026
Si  2.3704  12.3592  14.1573  -0.0002  -0.0034  -0.0019
Si  6.1885  0.5917  10.1496  0.0002  -0.0047  0.0137
Si  2.7983  2.9019  19.7528  -0.0002  -0.0004  -0.0072
Si  5.7172  4.4472  13.6557  -0.0003  -0.0005  0.0033
Si  7.4791  0.2141  15.594  -0.0049  0.0031  0.0031
Si  9.6138  11.3464  15.2046  0.0021  0.0002  0.0005
Si  1.9933  6.5707  13.5517  -0.0059  0.0022  0.0036
Si  2.8446  3.5325  14.0191  -0.0005  -0.0027  0.0063
Si  11.7028  9.1722  18.4076  -0.0067  -0.0001  -0.005
Si  11.2279  0.8724  9.2077  0.0142  -0.002  0.0162
Si  9.1233  7.3224  9.7216  0.0004  -0.0059  0.0042
Si  8.6771  8.5607  14.5811  0.0023  -0.0011  0.0015
Si  4.7805  7.1609  12.3568  0.0004  0  -0.0009
Si  2.9741  5.6307  18.7478  -0.0017  0.0028  -0.0017
Si  2.5374  7.4054  9.721  0.0001  0.0026  0.0036
Si  6.2611  8.4308  9.849  -0.0019  0.0055  0.0156
Si  4.3304  4.7638  9.6735  0.0055  0.0011  0.0034
Si  9.3445  10.4992  12.286  0.0002  -0.0018  0.0043
Si  5.949  13.0267  17.9548  0.0034  -0.0009  -0.0005
Si  7.9795  4.9348  18.3567  0.0018  -0.0011  -0.0056
Si  8.3097  5.4135  15.1969  0.0013  0.0018  0.0014
Si  7.3233  11.08  9.9204  -0.007  -0.0013  0.01
Si  5.3887  4.2061  19.8595  0.0003  -0.0015  -0.0041
Si  0.789  1.4963  15.0395  0.0004  0.0004  0.003
Si  7.5546  7.5289  20.0794  0.0027  0.0069  -0.0098
Si  7.6464  2.7896  11.8712  0.0022  0.0018  0.0016
O  3.4505  6.0842  10.1045  -0.0017  0.0043  -0.0065
O  1.9472  2.6666  15.0823  -0.0158  -0.0097  -0.0126
O  -0.3638  12.9439  10.174  -0.0011  -0.0154  -0.0283
O  8.3569  8.9046  19.8218  0.0076  -0.008  0.016
O  2.4231  1.3125  19.5119  0.0187  -0.0071  0.0216
O  8.1465  5.3119  16.7986  0.0035  -0.0084  -0.0073
O  2.7365  11.9826  19.7052  0.0147  -0.0072  0.0168
O  7.1643  8.7711  15.1468  -0.0153  -0.0045  -0.0086
O  1.2917  0.1939  14.1715  0.008  0.0073  0.0166
O  4.4122  3.8206  14.4522  -0.0072  0.0106  -0.0312
O  4.2501  3.4154  10.6228  0.0065  0.0073  0.0005
O  10.9588  2.085  14.4846  -0.0026  -0.0041  0.0085
O  11.3862  4.8477  10.9851  0.0146  0.0139  -0.02
O  10.8531  12.0215  16.0346  0.0016  0.0091  -0.001
O  8.9405  6.9122  14.7653  -0.0159  -0.006  0.0034
O  1.7883  3.3578  10.2174  -0.0205  -0.0071  0.0028
O  8.4627  5.9322  9.2138  -0.0038  0.0119  0.0205
O  11.1464  2.2958  19.5233  -0.022  -0.0005  0.0188
O  5.4033  7.6113  10.93  0.0064  0.0093  -0.0189
O  11.4157  7.595  18.7819  0.0192  0.0129  0.0202
O  7.869  8.2653  10.1483  -0.0021  -0.0226  -0.0138
O  10.1335  7.1551  10.9884  0.0055  -0.0123  -0.0244
O  9.222  4.1154  14.7224  -0.018  -0.0069  -0.002
O  8.8322  11.4716  20.5303  -0.004  0.007  -0.0202
O  10.5598  10.515  11.1631  0.0013  0.019  -0.0007
O  8.3666  12.241  15.7649  -0.0026  0.0079  -0.0128
O  4.4418  2.88  19.807  -0.0191  0.0305  0.0018
O  4.6582  0.2207  18.7331  -0.0042  -0.0228  0.0095
O  10.4777  10.094  18.9584  0.014  -0.0146  0.0052
O  6.7963  0.6925  17.0208  -0.0013  -0.0292  -0.0134
O  0.5194  6.7536  12.8288  0.0179  -0.0057  -0.0187
O  1.0478  7.1492  10.2959  0.0045  -0.0096  0.015
O  3.1449  7.1937  12.5541  -0.0001  -0.0194  0.0185
O  3.9563  9.5622  19.7693  -0.0124  0.0017  0.0328
O  6.7943  5.207  14.6103  0.0134  -0.0141  -0.0108
O  0.5808  0.9165  16.5497  -0.0021  -0.0107  -0.0271
O  1.5546  11.7861  17.106  -0.0234  -0.0064  -0.0138
O  5.4123  8.2885  13.3148  -0.0095  -0.0055  0.0191
O  2.9647  12.3646  12.6347  -0.0036  0.0126  0.0057
O  6.4301  3.1933  12.8885  0.0111  0.0174  -0.0102
O  2.7991  9.3253  16.5858  -0.0037  0.0012  -0.0244
O  5.9964  7.8873  19.7635  0.0062  0.0085  0.0331
O  1.9506  6.3915  19.763  -0.0088  -0.0188  -0.0166
O  1.4471  9.6857  19.1474  -0.0122  -0.0011  0.012
O  9.4918  9.7149  15.4652  0.001  0.0223  -0.0178
O  3.1075  8.8991  10.176  -0.0176  -0.0016  -0.021
O  8.97  9.0442  13.0096  -0.0033  0.0238  0.0107
O  2.1556  7.3114  15.0017  0.0215  -0.0046  -0.0029
O  9.1343  3.8668  18.77  0.0001  0.0173  0.0143
O  4.7367  7.9063  15.7997  -0.0021  0.0051  -0.0124
O  7.2502  1.5963  10.8448  -0.0086  0.0027  0.0006
O  8.1223  6.3599  19.1228  -0.0142  -0.0085  0.0089
O  5.9087  5.1666  9.6171  0.004  -0.0206  0.0016
O  6.9893  -0.9363  19.0552  -0.0092  0.0201  -0.0058
O  11.0635  2.251  10.0877  0.0163  -0.001  -0.027
O  8.9819  2.3916  12.7117  -0.0216  0.0113  0.0176
O  9.7037  11.5116  13.5474  -0.0108  -0.0272  0.0081
O  6.5662  4.2065  18.739  0.0042  0.013  0.0172
O  6.0384  10.0521  9.9506  0.0306  -0.0141  -0.0067
O  1.3415  10.8304  10.2915  -0.003  0.0012  -0.0167
O  5.1673  10.4661  14.7396  0.0041  -0.0001  0.011
O  1.6929  10.912  14.6647  0.0183  0.0169  0.0161
O  11.3629  13.0757  18.6135  -0.0016  0.0046  0.0094
O  5.4409  11.842  16.9483  0.0062  0.03  -0.0166
O  8.0822  10.995  11.3641  -0.0049  -0.0019  -0.0018
O  11.3062  5.008  19.6229  -0.0007  0.0056  0.0104
O  8.3737  1.4821  15.0769  0.0129  -0.0035  -0.001
O  2.4321  4.0494  18.6001  0.0141  0.0139  0.0321
O  3.7441  11.7025  10.3066  -0.0059  0.0104  0.0071
O  9.1818  0.5742  19.7153  0.0148  -0.0201  0.0136
O  2.7815  2.6448  12.6567  0.0065  0.0195  -0.0062
O  3.6549  12.6316  15.1286  0.0082  -0.0191  -0.0159
O  7.9905  4.0864  10.9477  -0.0192  -0.0161  -0.0057
O  5.116  0.2414  11.3385  0.0113  -0.0083  -0.0147
O  4.4272  5.4939  19.4952  -0.0134  -0.0257  -0.0127
O  6.2132  13.0554  14.6725  -0.0151  -0.0101  0.0313
O  3.059  6.5753  17.3898  0.0029  0.0015  -0.0007
O  2.7856  0.9332  10.714  -0.0056  0.0068  0.0128
O  0.294  9.455  16.7951  0.0026  0.0099  0.0322
O  5.2229  5.6088  12.6141  -0.0045  -0.0007  0.0066
O  2.1432  4.9715  13.7744  0.0147  -0.0013  -0.0014
O  6.894  12.6143  9.694  -0.0051  0.0053  0.018

Results
free energy: -170694.853 eV
free energy less fixed offsets of As -4857.07, O -569.03, Si -635.61 eV per atom: -9.343 eV

The program warned: the cutoff lies below the one the program advises for these potential files; the forces do not sum to zero within the program's tolerance; the exchange-correlation potential is rough where the density is thin.
